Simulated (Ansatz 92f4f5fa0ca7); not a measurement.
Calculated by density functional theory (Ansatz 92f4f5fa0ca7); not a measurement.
Periodic cell of 254 atoms, Si144O106N4, from a study of silicon, its oxide and their interface. The atomic structure is a simulated model.
This geometry differs little from another in the collection (a relaxation step or a small displacement).

Settings
functional: r2SCAN
potential files: Ansatz PAW
basis: plane waves
wave-function cutoff: 800 eV
density cutoff ratio: 5
exchange-correlation grid ratio: 1
k mesh: 1 x 1 x 1, shifted by 0.5 0.5 0 of a step
self-consistency stop: 1e-10 eV per atom in the density residual
occupations: fixed
spin: none
net charge: 0

Cell vectors (angstrom)
a	10.887	0	0
b	0	10.887	0
c	0	0	35.7743

Atoms and the computed forces on them: element, x, y, z (angstrom), force x, y, z (eV/angstrom)
Si	-0.5525	0.3413	0.0161	0.0038	0.0069	0.0744
Si	2.8367	2.6091	0.3082	-0.0049	-0.0029	0.0464
Si	0.7449	4.9295	-0.1672	0.0078	-0.0048	0.083
Si	3.231	8.1534	-0.2994	-0.0072	-0.0041	0.0738
Si	5.2264	0.5441	0.0961	-0.0208	0.0093	0.0848
Si	8.3221	2.6712	0.4537	0.0029	0.0032	0.0343
Si	6.0899	4.8183	0.2408	-0.0061	-0.011	0.0674
Si	8.066	7.8494	0.0749	0.0034	0.011	0.071
Si	1.2832	1.227	1.3641	0	-0.0049	-0.0072
Si	4.2732	3.9753	1.5106	0.0033	0.0079	-0.0086
Si	1.7408	6.7128	1.0671	-0.0032	0.0042	-0.0036
Si	4.2776	9.5647	1.2552	0.0012	-0.0054	-0.0049
Si	6.8109	1.3828	1.6308	0.0045	-0.0023	-0.0061
Si	9.8826	4.0975	1.3748	0.0019	0.0022	-0.0117
Si	6.9639	6.5417	1.613	0.0016	0.0042	-0.0126
Si	9.3462	9.4963	1.273	0.0075	-0.0032	-0.011
Si	0.1152	2.6586	2.8164	0.0028	0.0012	0.0029
Si	2.754	-0.1156	2.6528	-0.0002	-0.0023	0.0029
Si	0.1155	8.0986	2.4302	0.0028	0.0041	0.0011
Si	2.879	5.4468	2.706	-0.0003	0.0025	0.002
Si	5.516	2.7029	2.9904	-0.0015	0.0006	0.0053
Si	8.1356	-0.102	2.8249	0.0011	-0.0001	0
Si	5.5387	8.118	2.7039	-0.0022	0.0002	0.0038
Si	8.4582	5.3309	2.8543	0.0023	0.0045	0.0039
Si	1.4776	4.0822	4.0885	-0.0002	0.0017	0.0034
Si	4.0628	1.2779	4.1189	0.0018	0.0056	0.0033
Si	1.3735	9.4333	3.9764	0.0018	0.002	-0.0003
Si	4.1419	6.8281	4.0951	-0.0019	0.0018	0.0019
Si	6.9529	4.0748	4.1984	0.0002	0.0006	0.0011
Si	9.5333	1.3266	4.1022	0.0007	0.0018	0.0025
Si	6.8149	9.4502	4.1639	0.0019	0.0017	-0.0022
Si	9.7254	6.8355	4.0512	0.0025	-0.0032	-0.0006
Si	0.0329	-0.0563	5.3781	-0.0005	-0.0021	0.0026
Si	2.7676	2.7021	5.466	-0.0007	-0.0006	0.0026
Si	0.0985	5.4448	5.4592	0.0022	0.0046	0.003
Si	2.7192	8.1473	5.4358	-0.0003	0.0018	0.004
Si	5.4306	-0.05	5.4894	-0.0039	0.0003	0.0007
Si	8.2099	2.6663	5.5359	0.0015	0.0022	0.0053
Si	5.5275	5.4747	5.4452	0.001	0.0005	0.0041
Si	8.2641	8.1338	5.425	0.0021	-0.0002	0.003
Si	1.34	1.3477	6.7554	0.0012	0.0044	0.0039
Si	4.1362	4.097	6.784	-0.0011	0.001	0.0043
Si	1.3938	6.8144	6.8519	0.0014	0.0038	0.0018
Si	4.0378	9.5245	6.8317	0.0008	0.0029	0.0023
Si	6.7759	1.3494	6.8503	0.0017	0.0032	0.0032
Si	9.5546	4.1065	6.8143	0.0014	0.0006	0.003
Si	6.8525	6.8419	6.7942	-0.0001	0.0001	0.003
Si	9.5468	9.5374	6.7901	0.0001	0.0027	0.0019
Si	0.0028	2.7097	8.1355	-0.0003	0.002	0.0022
Si	2.6658	0.0299	8.1645	0.001	-0.0008	0.0021
Si	-0.0124	8.1985	8.1803	0.0017	-0.0012	0.004
Si	2.7705	5.4416	8.1631	0.0002	0.0044	0.0023
Si	5.4207	2.7492	8.2013	0.0005	0.0018	0.0042
Si	8.1609	-0.0059	8.1595	0.0006	0.0022	0.0023
Si	5.4454	8.1763	8.1441	-0.0003	0.0015	0.0024
Si	8.1568	5.4805	8.1577	0.0013	-0.0011	0.0031
Si	1.371	4.0696	9.4709	0	0.0032	0.0036
Si	3.9751	1.4234	9.5329	-0.0004	0.0007	0.0026
Si	1.2959	9.5988	9.5556	0.0008	0.0018	0.0032
Si	4.0853	6.8446	9.527	-0.0014	0.0015	0.0036
Si	6.745	4.1864	9.5233	-0.0011	0.0007	0.0038
Si	9.4826	1.4023	9.5031	-0.0014	0.0012	0.0034
Si	6.7579	9.5614	9.5057	0.0009	0.0013	0.0021
Si	9.4883	6.8495	9.526	0.0016	-0.0004	0.0052
Si	-0.0648	0.1017	10.9384	0.0028	0.0011	0.0018
Si	2.6293	2.7754	10.97	0.002	-0.0046	0.0031
Si	0.0072	5.4415	10.774	-0.0017	0.0034	-0.0023
Si	2.6773	8.2065	10.8433	0.0004	-0.0003	0
Si	5.338	0.0351	10.8131	-0.0015	-0.0023	0.0031
Si	8.1229	2.8258	10.7963	0.0031	0.0068	0.0003
Si	5.3743	5.5125	10.9683	0.0039	0.0016	0.0029
Si	8.0915	8.2129	10.8864	-0.0025	-0.0006	-0.0012
Si	1.2117	1.4997	12.3947	0.0001	0.0014	0.0013
Si	3.9178	4.2064	12.343	-0.0013	-0.0011	0.0006
Si	1.3289	6.7836	12.1442	0.0032	0.0022	0.0032
Si	3.9631	9.5985	12.2202	0.001	0.0025	0.0021
Si	6.6294	1.5398	12.0317	-0.0022	0.004	0.0027
Si	9.5368	4.1395	12.1473	-0.0046	-0.0061	0.0006
Si	6.7399	6.9024	12.3122	-0.0008	0.004	0.0036
Si	9.4234	9.6054	12.2253	-0.001	-0.0001	0.0053
Si	-0.1627	2.9328	13.7997	-0.0065	-0.0018	-0.0033
Si	2.5885	0.0632	13.6438	0.0057	-0.0042	-0.0079
Si	-0.0548	8.1197	13.4267	0.0112	0.0006	-0.0207
Si	2.5222	5.5355	13.787	-0.0015	0.0101	-0.008
Si	5.3141	2.8159	13.5631	0.0019	-0.0023	-0.0049
Si	7.9568	0.2084	13.3395	-0.0015	0.0028	-0.0081
Si	5.2725	8.2317	13.649	-0.0021	-0.0009	-0.0091
Si	8.2313	5.5037	13.4923	0.0027	-0.0136	-0.0159
Si	0.9026	4.5692	15.3275	-0.0067	0.0021	0.0316
Si	4.1217	1.3	14.9386	0.0066	-0.0047	0.053
Si	1.4512	9.2243	14.7841	-0.0169	0.0073	0.0507
Si	3.7067	7.1095	15.0805	-0.0011	0.0007	0.042
Si	6.9688	4.0023	14.7101	-0.0033	-0.0013	0.0319
Si	8.9718	1.7086	14.8189	-0.0012	-0.0064	0.0389
Si	6.3303	10.0622	14.621	0.016	0.0111	0.0729
Si	9.7001	6.7032	14.9231	-0.0163	0.0326	0.0601
Si	-5.4743	-4.154	23.5766	0.0121	0.0011	-0.082
Si	-3.7328	2.1343	20.1197	0.0038	0.0057	-0.0307
Si	2.4155	5.3498	26.1723	-0.0168	-0.005	-0.0688
Si	-20.8418	10.5861	31.0394	-0.0068	-0.0072	0.0378
Si	-0.4439	-26.3929	17.7801	0.0024	-0.0055	0.0042
Si	7.8604	-11.6955	20.6893	0.0146	-0.0037	-0.0246
Si	-10.9549	21.9704	16.624	0.0209	-0.0022	0.0562
Si	-21.2672	-20.3768	22.355	-0.0041	0.0098	-0.075
Si	2.045	2.2444	16.949	-0.0092	-0.0234	0.045
Si	-3.1185	19.3718	16.7472	-0.0054	0.0014	0.0292
Si	-12.092	1.0098	24.7564	0.0001	-0.0021	-0.064
Si	-3.3496	7.2972	21.2626	0.0022	-0.0081	-0.05
Si	7.4318	6.3497	25.9382	0.006	-0.0078	-0.0619
Si	-17.0828	3.7871	30.0428	0.0029	-0.004	-0.0043
Si	25.6854	-15.0802	30.3424	-0.005	0.0006	0.0092
Si	16.7214	-26.6068	16.9294	0.0136	0.0119	0.0608
Si	-4.272	11.09	33.0704	-0.0226	0.0031	0.1177
Si	-3.5625	10.7153	23.8317	0.0036	0.0129	-0.075
Si	21.5176	29.2502	21.9745	-0.0063	0.0036	-0.0736
Si	4.6666	-8.4411	21.628	0.0151	-0.0097	-0.0449
Si	3.3626	0.9512	29.8477	0.0064	0.006	-0.0102
Si	-3.1909	5.7911	31.9356	0.0023	0.0152	0.0346
Si	-5.8	20.3693	30.94	0.0065	-0.0009	0.019
Si	-2.0644	-10.4047	31.2669	0.0116	-0.0043	0.038
Si	5.806	-3.8361	34.0147	-0.0324	0.0223	0.1127
Si	0.003	17.2175	27.5485	-0.0015	-0.0167	-0.0572
Si	24.9145	10.7245	22.6465	0.0069	0.0026	-0.0611
Si	-2.3556	9.4164	26.2741	0.0127	0.0025	-0.0755
Si	11.5672	7.402	24.929	-0.0038	-0.0087	-0.0835
Si	1.6698	-2.7273	29.3984	0.0038	-0.0047	-0.02
Si	-3.3695	-1.4074	29.0416	0.0053	-0.015	-0.027
Si	-3.6979	-19.0393	22.9516	-0.0006	-0.0014	-0.0805
Si	-11.6708	6.7352	33.7255	0.0289	-0.0089	0.1091
Si	22.2749	10.0773	26.1248	-0.0164	0.0036	-0.0581
Si	-11.9556	9.3519	18.7283	0.0003	0.009	0.0181
Si	9.1253	14.8863	24.7768	-0.0074	-0.0088	-0.0714
Si	-14.1041	-5.8651	19.0445	0.0111	-0.0184	-0.0135
Si	0.9066	-1.4684	33.7301	-0.0045	0.0067	0.1239
Si	3.2276	20.9169	27.5973	-0.0213	-0.006	-0.0645
Si	-5.7751	5.6525	27.8244	0	0.0001	-0.0545
Si	-8.9366	9.1327	20.7524	-0.0112	-0.005	-0.0471
Si	-9.3584	6.4066	19.8946	-0.0061	-0.006	-0.0418
Si	8.0149	28.1846	28.8154	0.0133	0.0032	-0.0064
Si	-7.6851	5.0356	21.9459	0.0006	-0.0014	-0.0597
Si	-3.7742	2.8374	31.7269	-0.0042	0.0048	0.0384
Si	15.4972	20.3023	24.8683	0.0092	0.0066	-0.0834
Si	-9.9704	-10.128	19.3869	-0.0246	-0.0004	-0.021
Si	12.1201	4.0445	23.89	-0.0026	-0.0086	-0.0755
O	-10.9344	-0.3517	34.4088	0.0383	-0.0487	-0.085
N	-0.1354	10.7712	18.3035	0.0037	0.0083	-0.0382
O	3.9812	1.5637	35.391	0.0084	-0.0025	-0.0478
O	-9.8414	1.2639	16.1487	-0.0002	0.0049	-0.032
O	-41.801	10.3467	27.0698	0.0191	-0.0022	0.0325
O	-4.5654	12.6498	32.6682	0.0113	0.0057	-0.034
O	-15.7701	9.428	29.6045	0.0021	0.0106	0.0029
O	0.37	9.6954	15.93	0.0164	-0.0202	-0.0281
O	-7.3177	-0.4743	24.1576	0.012	-0.0165	0.0436
O	5.8836	20.7632	32.2859	-0.0129	-0.0089	-0.0364
O	7.21	3.6983	35.5156	0.0001	0.0014	-0.0336
O	9.2543	1.5456	35.3933	-0.0042	0.0019	-0.0373
O	0.6535	7.5662	28.3296	0.0047	0.0061	0.0299
O	12.9663	17.5394	25.2487	0.0085	-0.0103	0.0365
N	-4.089	6.0782	27.5417	-0.008	0.0021	0.0143
O	-10.6034	12.3625	20.7284	0.0105	-0.0059	0.0337
O	-35.9161	-11.4535	22.2861	-0.006	0.007	0.0504
O	15.8553	15.0782	28.5072	-0.0025	-0.0104	0.0177
O	-7.1538	0.5082	28.3202	0.0003	0.0095	0.022
N	-11.0447	5.8161	16.0563	0.0096	-0.0055	0.0079
O	-12.3523	11.6862	16.106	-0.0245	0.0217	-0.0374
N	-13.1604	10.525	24.9366	-0.0047	-0.0017	0.0355
O	6.1456	10.9675	34.6023	0.0409	-0.0091	-0.1145
O	9.0271	-3.339	21.8527	0.0078	0.0014	0.0291
O	10.935	-3.7916	23.4981	0.012	-0.0069	0.0583
O	-3.2403	-5.0759	30.2942	0.0018	-0.0044	-0.0644
O	-4.7902	20.821	24.5064	-0.0118	-0.0154	0.0324
O	-5.2419	-7.7621	22.7311	-0.004	0.0048	0.0335
O	7.726	-7.5076	19.21	-0.0073	-0.0119	0.0077
O	0.2897	-4.5343	20.9473	-0.0062	0.0028	0.0231
O	10.5469	-4.0081	26.0663	-0.0057	-0.0036	0.0419
O	-2.9731	2.8372	15.3982	0.0017	-0.0066	-0.0206
O	1.2514	37.9245	27.3484	-0.0054	-0.0019	0.0327
O	-3.018	-8.5043	21.5414	-0.0028	0.0038	0.0439
O	2.5771	8.2429	15.4925	0.0012	-0.0011	-0.0109
O	7.5519	20.8184	27.4797	-0.0135	0.0021	0.0359
O	-1.4799	-1.1454	20.2607	-0.0076	-0.0017	-0.0028
O	3.6929	-8.3748	30.1141	-0.0009	-0.0034	0.0015
O	8.3788	12.9255	31.0997	0.0041	0.0004	-0.0183
O	6.1013	-7.6228	30.5722	-0.0081	0.0047	0.0062
O	3.5273	1.9292	16.3568	0.0139	-0.0059	-0.0408
O	1.637	3.7635	16.5655	-0.0109	0.0222	-0.0302
O	-9.9671	-1.8925	25.0023	-0.0004	0.0052	0.0289
O	-5.3504	-8.5909	20.2616	-0.0134	-0.0026	0.0259
O	9.1249	-4.5288	32.4878	-0.0333	-0.0131	-0.047
O	7.429	-10.3516	19.8314	-0.0045	0.0042	0.0086
O	8.8986	7.6247	16.0019	0.0294	-0.0252	-0.0708
O	3.2088	9.3476	21.7648	0.0059	0.007	0.0292
O	5.2438	0.1826	15.3211	0.0083	-0.0125	-0.0301
O	-19.6937	-2.9596	19.6896	-0.0044	0.0063	0.0164
O	8.3934	-1.6076	17.9862	-0.0126	-0.0119	-0.0246
O	1.76	12.7635	18.5174	0.0107	0.0139	-0.0119
O	-17.8111	5.5626	26.6447	0.0124	-0.0015	0.0268
O	-6.7836	-9.8965	22.0438	-0.0083	-0.0111	0.0154
O	-4.3853	-3.6757	22.4889	-0.0264	-0.0079	0.0482
O	1.9299	-0.3698	19.9238	0.0161	-0.0074	0.0366
O	6.3563	5.0273	15.8103	0.0213	-0.0238	-0.0446
O	8.0604	-17.8466	23.5604	0.0163	0.012	0.0417
O	4.3112	-4.4458	16.4808	-0.0199	0.0088	-0.0462
O	-15.2052	7.4829	17.0682	-0.0031	0.0005	-0.0078
O	17.7342	8.0794	34.7541	-0.0261	-0.0109	-0.0651
O	33.4387	9.2143	30.2115	-0.0108	0.002	-0.006
O	12.6832	11.6574	30.2053	-0.0006	0.004	-0.0021
O	1.1744	-8.2005	23.0467	-0.0069	0.0124	0.0201
O	4.4501	-2.8889	31.1725	0.001	-0.0003	-0.0101
O	-1.6538	2.4709	25.3549	0.0026	-0.002	0.033
O	-0.8357	-1.3684	26.8725	-0.0028	-0.0039	0.0193
O	-19.885	5.109	22.8738	-0.0111	-0.0101	0.0359
O	15.5098	6.7598	28.8935	-0.0043	0.0049	0.0197
O	0.9089	5.7408	18.547	0.0029	0.0061	0.0085
O	2.1033	9.0597	34.7378	-0.0428	0.0239	-0.0637
O	25.9505	-5.7433	30.8453	-0.0033	-0.004	0.0032
O	-4.6543	16.1934	18.3096	-0.0126	0.0014	0.0004
O	-25.4068	9.6839	15.8715	-0.0242	0.0187	-0.0595
O	-6.3498	-2.9525	24.2302	-0.0012	0.0037	0.0308
O	-10.2931	8.8157	21.6042	-0.0031	-0.0014	0.0175
O	-1.8615	5.5407	18.2517	-0.004	-0.0012	-0.0087
O	-10.7093	11.5222	25.4878	0.0044	-0.0175	0.0317
O	-4.6244	6.1189	24.8288	0.0079	-0.0013	0.0454
O	-2.3537	5.1608	25.7231	-0.0128	0.0208	0.0314
O	3.4764	-18.2749	21.5189	-0.0005	0.0009	0.0234
O	-0.4784	22.1596	31.3436	-0.0061	0.0032	-0.0261
O	-6.4768	5.7311	22.7798	0.009	0.0056	0.0269
O	19.2153	21.386	29.9958	-0.002	-0.0011	-0.0074
O	24.0781	-3.9476	30.2643	0.0105	-0.0068	0.0101
O	14.9818	10.7529	30.7983	0.002	-0.0035	-0.0037
O	1.5897	0.251	22.6571	-0.0049	0.0075	0.0115
O	-19.5813	-17.738	25.2175	0.0055	0.0094	0.0425
O	0.0775	18.9526	33.3553	0.0024	0.0003	-0.0315
O	-1.3906	16.774	28.286	-0.006	-0.007	0.0176
O	-9.0366	3.7229	35.2726	0.0008	0.0039	-0.0429
O	-2.7042	10.8515	32.6824	0.0064	0.0066	-0.0337
O	10.422	-3.032	18.3513	0.0062	-0.0054	-0.0084
O	2.9633	8.8934	28.7262	-0.0029	-0.0125	0.0228
O	-3.3146	4.2352	32.4187	0.0016	-0.0069	-0.0332
O	18.4499	-4.9826	20.4151	-0.0043	0.014	0.0332
O	4.2518	9.4919	26.454	-0.0058	0.0021	0.0423
O	4.3002	18.5504	34.2904	0.0416	-0.0126	-0.0618
O	-1.6522	-3.8613	35.0599	0.027	-0.0151	-0.0655
O	1.5799	21.0136	32.4486	0.0066	0.0154	-0.0407
O	-3.7754	8.6385	20.4118	-0.0049	-0.0145	0.0221
O	2.8334	-16.0845	20.5152	0.0029	-0.0052	0.0261
O	-4.408	6.7145	32.549	0.027	-0.0183	-0.0589
O	-2.7063	-2.8834	29.0721	-0.0156	-0.0072	0.0048
O	-0.8928	1.144	23.1447	-0.0056	-0.0037	0.0367
O	-0.2758	26.2139	24.3156	-0.0029	0.017	0.0221
O	8.0344	7.893	25.8469	-0.0005	-0.0025	0.0375
O	0.1766	5.4845	34.1583	-0.0299	0.0326	-0.0869
O	7.1017	1.427	23.8809	0.0026	-0.0109	0.0416
O	5.669	16.4521	34.6423	0.0005	0.0296	-0.0776

Results
free energy: -154108.776 eV
free energy less fixed offsets of N -386.36, O -570.45, Si -639.56 eV per atom: 1.004 eV

The program warned: the cutoff lies below the one the program advises for these potential files; the forces do not sum to zero within the program's tolerance; empty levels may hold ghost states of the PAW files; the exchange-correlation potential is rough where the density is thin.
